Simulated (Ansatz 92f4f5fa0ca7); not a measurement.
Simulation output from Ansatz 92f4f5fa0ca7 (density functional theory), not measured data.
Periodic cell of 237 atoms, Si146O90P1, from a study of silicon, its oxide and their interface. The atomic structure is a simulated model.
Doubt: the cutoff is far below the 930 eV that the study's wrapper takes by default for these files, so forces and energies are approximate.
This geometry differs little from another in the collection (a relaxation step or a small displacement).

Settings
functional: PBE
potential files: Ansatz PAW
basis: plane waves
wave-function cutoff: 580 eV
density cutoff ratio: 5
exchange-correlation grid ratio: 1
k mesh: 1 x 1 x 1, Gamma-centred
self-consistency stop: 5e-08 eV per atom in the density residual
occupations: fixed
spin: none
net charge: +1 e, with a uniform compensating background and no finite-size correction

Cell vectors (angstrom)
a  11.6015  0  0
b  0  10.938  0
c  0  0  32.0622

Atoms and the computed forces on them: element, x, y, z (angstrom), force x, y, z (eV/angstrom)
Si  -0.1976  -0.071  23.2673  -0.005  0.0015  0.0026
Si  3.6931  0.202  23.1106  0.0063  -0.0031  -0.0004
Si  7.5544  -0.1106  23.4306  0.0017  0.005  -0.0027
Si  1.6983  1.3608  23.4104  -0.0026  0.0067  0.0057
Si  5.7422  1.4329  23.1894  -0.0136  0.0023  0.0057
Si  9.4517  1.2436  23.3493  0.0067  0.0095  0.006
Si  0.1722  5.3202  23.4401  0.0141  -0.0004  -0.0085
Si  4.1192  5.302  23.3898  -0.0066  -0.0032  0.0059
Si  8.0271  5.6009  23.599  0.0027  0.0031  0.0144
Si  2.1646  6.6047  23.3594  -0.0029  0.0008  0.0015
Si  5.9674  6.7585  23.5181  0.0027  -0.0064  0.0011
Si  9.9965  6.8486  23.6492  -0.0191  -0.0087  0.0058
Si  1.9002  2.6559  25.3796  0.0083  0.0056  -0.0029
Si  5.8255  2.6543  25.2589  0.0089  0.0025  0.0021
Si  9.6441  2.6777  25.2659  -0.0049  -0.004  -0.0076
Si  11.6035  4.0133  25.3717  -0.0046  -0.0005  0.0027
Si  3.887  3.9716  25.3133  -0.0061  -0.0046  -0.0048
Si  7.7456  4.0643  25.3583  -0.0037  -0.0029  0.0033
Si  1.9784  8.16  25.1863  0.0026  -0.0043  0.0002
Si  5.7808  8.1851  25.3727  -0.0016  -0.0032  0.0025
Si  9.7201  8.2787  25.4496  0.0135  0.0029  0.0042
Si  11.6456  9.5737  25.2644  -0.0014  0.0056  0.0066
Si  3.8719  9.5972  25.075  -0.0011  0.0054  -0.0009
Si  7.699  9.533  25.3898  -0.0019  -0.0047  0.0008
Si  11.6561  -0.0066  27.2169  -0.0007  0.002  -0.0009
Si  3.9037  -0.0497  27.1253  0.003  0.0009  -0.0022
Si  7.7653  -0.018  27.2839  0.0006  0.0048  0.0022
Si  1.9891  1.3186  27.2902  -0.0041  -0.0009  0.0027
Si  5.8329  1.3194  27.2047  -0.0048  -0.0023  -0.0026
Si  9.7018  1.3311  27.2148  0.0037  -0.0007  -0.001
Si  11.596  5.4729  27.2313  0.001  0.0023  0.0014
Si  3.8486  5.4244  27.2082  -0.0021  0.0029  0.0034
Si  7.7206  5.4635  27.2677  -0.0004  0.0043  -0.0015
Si  1.9404  6.8282  27.1679  -0.001  -0.0028  -0.0033
Si  5.7659  6.7985  27.2741  0.0045  -0.0016  0.0007
Si  9.6604  6.8217  27.3  -0.005  -0.0047  0.0003
Si  1.9492  2.7281  29.1905  -0.0029  -0.0013  0.0005
Si  5.8012  2.7257  29.1258  0.0007  0.0005  0.002
Si  9.6842  2.73  29.1454  -0.003  -0.0022  0.0017
Si  0.016  4.0994  29.1602  0.0022  0.0004  -0.0013
Si  3.8705  4.0959  29.1679  0.0019  0.0016  -0.001
Si  7.7394  4.0894  29.1859  0.0006  0.0005  0.0003
Si  1.9443  8.1881  29.1194  0.0009  0.0007  0.0026
Si  5.7998  8.1839  29.1877  0.0009  0.0032  -0.0018
Si  9.6762  8.1933  29.2216  0.0023  0.0034  0.0012
Si  0.0111  9.5553  29.1522  -0.0018  -0.002  -0.0008
Si  3.8774  9.5563  29.1097  -0.0027  0.0014  0.0012
Si  7.7391  9.5462  29.2024  -0.0022  -0.0046  0.0008
Si  0.0059  0.0022  31.0919  -0.0004  0.0019  0.0005
Si  3.8652  0.0065  31.0615  -0.0002  -0.0005  -0.0002
Si  7.7336  0.0094  31.1096  0.0002  0.003  0.0003
Si  1.9342  1.3716  31.1206  0.0001  0.0014  0.0011
Si  5.7996  1.3709  31.0639  -0.001  -0.0003  -0.0003
Si  9.6721  1.3649  31.0901  0  0.0012  -0.0009
Si  0.0136  5.4711  31.0934  0.0004  -0.0004  -0.0003
Si  3.8747  5.4782  31.0999  -0.0008  -0.0021  0.0006
Si  7.7448  5.4679  31.1241  0.0003  -0.0005  0.0008
Si  1.9428  6.8421  31.072  -0.0003  0.0012  -0.001
Si  5.8094  6.833  31.1204  0.0002  -0.0003  0.0001
Si  9.6815  6.829  31.1484  -0.0009  -0.0005  0.0009
Si  1.935  2.7539  0.9901  -0.0014  0.0006  -0.002
Si  5.7993  2.7511  0.9281  0.0017  0.0013  -0.0012
Si  9.6698  2.7371  0.9694  -0.0003  0.0001  -0.0009
Si  -0.0083  4.1099  0.961  0.0008  -0.0011  0.0015
Si  3.8691  4.1188  0.9773  -0.0006  0.0009  0.0008
Si  7.7426  4.1107  0.9981  -0.0013  -0.0014  0.001
Si  1.9341  8.22  0.9441  0.0001  -0.0005  0.0024
Si  5.8006  8.2313  0.9677  -0.0009  0.0018  0.0007
Si  9.6716  8.226  1.008  -0.0003  0.002  0.0003
Si  0.002  9.5936  0.9826  0.0003  -0.0018  -0.0015
Si  3.8635  9.5941  0.9588  -0.0004  0  -0.0009
Si  7.74  9.5844  0.9835  0.0004  -0.0026  -0.0008
Si  11.6127  0.0391  2.9215  -0.0006  0.0011  0.002
Si  3.859  0.0267  2.9145  0.0011  -0.0011  0.0013
Si  7.7428  0.0281  2.9029  -0.0004  0.0015  0.0004
Si  1.9379  1.4053  2.9304  -0.0007  -0.0001  0.001
Si  5.8135  1.3712  2.835  -0.0012  -0.0003  0.0019
Si  9.6637  1.3892  2.922  0.0004  0.0001  0.0002
Si  11.5685  5.5078  2.8694  0.0019  0.0026  0.0003
Si  3.8803  5.5029  2.9109  -0.0013  0.0017  0.0007
Si  7.7405  5.5184  2.9217  0.0003  0.0034  0.0006
Si  1.9167  6.8282  2.8585  -0.0006  -0.0019  -0.001
Si  5.8126  6.8666  2.8889  0.0003  -0.0041  0.0007
Si  9.6632  6.905  2.9727  -0.001  -0.0039  0.0013
Si  1.9156  2.8372  4.8254  0.001  0  0.0006
Si  5.8371  2.7317  4.7442  0.0007  0.0004  -0.0005
Si  9.6002  2.7998  4.8351  0.002  -0.0001  0.0002
Si  11.5431  4.1363  4.7794  -0.0027  -0.0015  -0.0021
Si  3.9192  4.1052  4.825  0.0008  0.0003  0.0009
Si  7.719  4.2096  4.8864  -0.0009  -0.0007  0.001
Si  1.8906  8.1529  4.8016  0.0001  -0.0002  0.0004
Si  5.8114  8.2635  4.7897  0.0006  0.0017  -0.0004
Si  9.6635  8.3279  4.9111  -0.0004  0.0011  -0.0003
Si  11.6354  9.6573  4.886  0.0009  -0.0008  -0.0008
Si  3.8213  9.4901  4.7901  -0.0014  0.002  -0.0001
Si  7.7239  9.6821  4.8887  -0.0005  -0.0012  0.0012
Si  11.5983  0.2325  6.777  0.0018  0.0012  0.001
Si  3.7554  -0.0503  6.6593  0.0031  0.0007  0
Si  7.7109  0.0619  6.9107  0.0027  0.0023  0.0011
Si  2.048  1.5054  6.7595  -0.0013  -0.0006  -0.0003
Si  5.7122  1.2816  6.6204  -0.0045  -0.0016  -0.0012
Si  9.6465  1.5211  6.8332  -0.0035  -0.003  0.0005
Si  11.5244  5.5008  6.6969  0.0012  0.002  0.0002
Si  3.9805  5.4374  6.7954  -0.0033  0.0001  -0.0016
Si  7.7384  5.6738  6.8324  0.0004  0.0019  -0.0015
Si  1.9722  6.6457  6.6532  0.0031  -0.0026  0
Si  5.8114  6.9784  6.7491  0.0016  -0.0021  0.0005
Si  9.755  7.0431  6.9118  -0.0021  -0.0031  0.0023
O  9.9984  7.9735  8.3019  0.0014  0.0016  -0.0002
O  7.6545  9.9425  8.2235  -0.001  -0.0011  -0.0012
O  7.4081  4.7346  8.1706  -0.0004  -0.0016  0.0014
O  3.3817  10.3508  8.2131  0  -0.0012  0.001
O  2.0144  7.5537  8.0314  -0.0013  0.0014  0.0023
O  4.0008  4.5888  8.251  0.0005  -0.0016  0.0011
O  9.7804  2.4495  8.2218  0.0013  0.0019  0.0008
O  2.6121  2.3414  8.1208  0.001  0.0009  0.001
O  11.3843  4.5784  8.0703  -0.001  -0.0013  -0.0004
O  5.3616  2.3759  7.8159  0.0002  0.0025  0.0007
O  5.8099  7.986  8.0862  0.0005  0.0017  0
O  11.3308  10.3085  8.1569  0.001  -0.0015  -0.0013
O  11.2414  10.0221  21.7942  0.0001  -0.0125  -0.0069
O  3.2966  10.704  21.5244  -0.0005  0.0018  -0.0016
O  5.8219  7.718  22.1427  0.0018  0.0073  -0.0077
O  4.2476  4.4935  21.9153  0.0001  -0.0013  -0.0023
O  7.6483  9.7346  22.1219  -0.0064  -0.0053  -0.006
O  10.1381  7.6326  22.1672  0.0006  0.006  -0.0039
O  1.64  2.3979  22.1124  -0.0015  0.0021  -0.0028
O  5.9602  2.4664  21.8711  0.0005  0.001  -0.004
O  8.4759  4.8062  22.1915  -0.0011  -0.0027  -0.0095
O  -0.0538  4.4532  22.0124  -0.0018  0.0054  0
O  2.351  7.4201  21.9205  -0.0028  0.0035  -0.0133
O  9.134  1.9562  21.8718  -0.0005  -0.0048  -0.0076
Si  1.9047  7.7833  9.6142  0.0005  -0.0015  -0.001
Si  5.018  0.5976  17.6707  0.0011  0.0014  0.001
Si  2.4896  5.4111  14.022  0.0022  0.0005  -0.005
Si  10.5602  3.8598  14.0492  0.0004  -0.0002  -0.0031
Si  8.2809  2.3798  15.2519  -0.0007  -0.0052  -0.0011
Si  9.579  2.277  20.3459  -0.0048  0.0079  -0.0016
Si  10.5101  3.6497  9.0738  0.0003  -0.0004  0.0007
Si  0.0385  2.3203  11.5627  0.0002  -0.0002  -0.0007
Si  11.0216  8.123  15.4079  -0.0045  -0.0006  0.0013
Si  5.1703  6.9284  13.9771  0.0005  0.0024  -0.0042
Si  5.7508  2.6122  11.111  0.0007  -0.0009  0.0012
P  8.5748  7.6521  19.4143  0.0083  -0.0053  0.027
Si  8.1287  4.8473  20.6274  -0.0026  -0.021  0.008
Si  5.9124  9.5831  15.2083  0.0056  0.001  -0.0015
Si  2.0661  7.6182  20.3367  -0.0035  0.0149  0.0071
Si  1.932  4.8794  18.7804  0.0033  0.0026  0.0029
Si  4.5048  3.4628  17.9919  -0.0001  -0.0039  -0.0006
Si  8.5032  8.9834  16.854  -0.0001  -0.0051  0.0013
Si  0.8211  9.4882  13.3078  0.0001  0  -0.0053
Si  9.9137  10.6552  11.7151  -0.0003  -0.0011  -0.0019
Si  5.3573  3.7206  20.9959  0.0049  0.0018  0.0045
Si  0.5895  5.5076  16.2606  -0.0018  0.0015  0.0014
Si  10.7846  9.1497  9.146  -0.0007  0.0003  0.0012
Si  6.544  8.8818  21.2988  -0.0086  0.0112  0.0167
Si  7.1132  7.106  11.4779  -0.0015  0.0005  0
Si  2.6736  0.733  12.2237  0.001  -0.0002  -0.0024
Si  10.8559  8.6054  21.1023  0.0215  0.0041  0.0084
Si  6.0477  4.3305  15.617  0.0007  -0.0016  -0.0013
Si  7.09  0.4891  12.9689  -0.0037  -0.0004  0.0051
Si  4.0577  2.9806  8.5895  0.0007  -0.0008  0.0004
Si  0.8736  6.7472  11.9103  -0.0009  0.0007  -0.0033
Si  6.569  9.0487  9.0753  0.0005  -0.0011  0.0013
Si  0.6944  3.28  21.1387  -0.003  -0.0032  0.0038
Si  9.7817  6.5153  12.9089  0.0026  0.0007  -0.0024
Si  7.7211  4.5302  9.753  -0.0009  -0.0006  0.0002
Si  3.9354  10.0632  20.1633  0.0045  -0.0059  0.0004
Si  4.2619  3.0337  13.5229  0.002  0.0011  -0.003
Si  3.8533  10.0066  9.7425  -0.0003  0.0011  0.0007
Si  8.0391  0.8078  18.0452  0.0037  -0.0038  0.0051
O  11.5012  3.2368  12.8941  0.0018  -0.0021  0.0016
O  9.3453  4.4669  9.8934  0.0003  0.0005  0
O  8.9032  3.6798  19.846  0.0013  -0.0025  0.0023
O  3.999  -0.0216  18.7869  -0.0003  0.001  0.0015
O  11.324  4.5232  15.3203  -0.0017  -0.003  0.0007
O  9.8526  9.8009  10.3211  0.0003  -0.0007  -0.0002
O  3.7706  1.5244  13.1484  -0.0014  0  0.0027
O  0.6247  9.0736  14.8806  0.0015  0.0007  0.0032
O  6.4561  0.9787  18.3814  0.001  -0.0004  0.0005
O  4.7736  3.1842  19.5848  -0.0005  0.0002  -0.0025
O  6.2428  1.176  11.7503  -0.0002  0.0003  0.0007
O  0.5339  8.6281  9.8895  -0.0002  -0.0002  0
O  5.6541  4.3417  17.2168  0.0019  0.0018  -0.0019
O  8.4242  7.203  12.4142  -0.001  -0.0011  0.0015
O  4.4075  2.6274  10.1525  -0.0005  0.0008  -0.0005
O  2.0733  5.6372  15.5835  0.0027  -0.0017  -0.0019
O  3.3706  0.0555  10.9279  0.001  -0.0012  -0.0001
O  5.8744  7.2276  12.5348  0.0016  0.0001  0
O  2.3112  6.3356  19.3923  -0.0004  -0.0037  -0.002
O  0.6486  4.9331  17.7838  -0.0013  0.0007  -0.0022
O  8.4197  10.6956  12.3716  0.0019  -0.0004  0.0012
O  5.4736  10.0623  9.7198  0.0001  -0.0003  0.0002
O  0.4934  8.0514  20.2269  0.0054  -0.0055  0.0067
O  9.7727  2.5969  14.691  0.0006  0.0004  0.0045
O  1.9912  10.5988  13.2391  0.0005  0.0009  0.0028
O  9.956  9.0713  16.1918  0.0065  -0.003  -0.0008
O  6.1827  10.3378  13.7925  0.0057  0.0076  -0.0017
O  7.4564  1.5989  14.1022  -0.0015  -0.0038  -0.003
O  1.6728  3.8932  20.0236  0.002  0.0027  -0.0018
O  5.9345  5.7961  14.9017  -0.0009  0.0016  0.0023
O  7.324  8.9339  15.7717  -0.0069  0.002  -0.001
O  1.5168  1.6805  11.6172  0.0001  -0.0005  0
O  7.209  8.2814  10.358  0.0005  0  -0.0006
O  4.3299  2.0115  17.2559  0.0001  0.0025  0.0021
O  7.04  3.1552  10.2869  0.0007  0.0003  -0.0018
O  11.5448  6.9942  16.4455  0.0005  0.0026  -0.0013
O  8.294  10.1499  17.9239  0.0015  0.005  -0.0012
O  3.2574  8.534  10.1088  0.0005  -0.0003  0
O  7.5949  3.8296  15.5382  0.0007  0.0009  0.0013
O  3.1474  4.3217  17.8808  0.0015  0.0009  0.0028
O  2.9002  3.8837  13.6994  -0.0001  0.0006  0.0026
O  1.3363  8.2019  12.4734  -0.0003  -0.0008  0.0027
O  1.2004  5.6818  13.0829  0.0004  0.0008  0.0034
O  4.9904  8.2912  14.8702  -0.0002  -0.0024  0.0025
O  11.201  2.3656  20.334  0.001  0.0004  -0.0008
O  10.9701  9.9858  12.7605  0  0.0007  0.0025
O  5.2886  3.5715  12.3616  0.0007  -0.0011  0.0004
O  5.0908  3.2073  14.9134  -0.0032  0.0005  0.0003
O  6.5154  4.8078  20.5122  -0.0006  0.0032  -0.0005
O  8.3944  1.5302  16.6418  0.0001  0.0021  -0.0019
O  10.4183  1.2428  11.4608  0.0007  0.0002  0.0011
O  10.8651  6.6292  11.6911  0.0005  -0.0002  0.0001
O  3.0864  8.7421  19.7753  -0.009  -0.0036  0.0071
O  1.7074  6.4397  10.5378  0.0002  0  -0.0004
O  7.2328  8.1283  19.9815  0.0115  -0.0104  -0.022
O  8.4794  7.6126  17.8691  0.0026  0.0046  -0.0113
O  3.6784  6.422  13.6239  -0.0018  -0.0003  0.0037
O  9.5582  4.967  13.3752  0.0001  0.0005  0.0028
O  5.4945  9.8334  20.5666  -0.0081  -0.0025  0
O  10.2763  7.3837  14.1846  -0.0013  -0.0031  0.0015
O  8.7995  6.2038  19.8866  0  0.0289  -0.012
O  7.0746  5.7003  10.6709  0.0002  -0.0011  -0.0007
O  5.2569  10.5443  16.3768  0.0004  -0.0028  -0.002
O  9.0199  1.2009  19.2753  -0.0039  0.0029  -0.0062
O  11.5847  3.1644  10.1816  0.0001  0.0008  -0.0008
O  9.6901  8.6233  19.8661  -0.0183  -0.0051  -0.0215

Results
free energy: -144754.896 eV
free energy less fixed offsets of O -568.88, P -755.39, Si -635.61 eV per atom: -1.246 eV

The program warned: the cutoff lies below the one the program advises for these potential files; the forces do not sum to zero within the program's tolerance; the exchange-correlation potential is rough where the density is thin.
